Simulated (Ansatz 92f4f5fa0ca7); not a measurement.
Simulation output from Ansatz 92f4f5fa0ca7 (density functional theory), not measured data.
Periodic cell of 223 atoms, Si132O90B1, from a study of silicon, its oxide and their interface. The atomic structure is a simulated model.
Doubt: the cutoff is far below the 930 eV that the study's wrapper takes by default for these files, so forces and energies are approximate.
This geometry differs little from another in the collection (a relaxation step or a small displacement).

Settings
functional: PBE
potential files: Ansatz PAW
basis: plane waves
wave-function cutoff: 580 eV
density cutoff ratio: 5
exchange-correlation grid ratio: 1
k mesh: 1 x 1 x 1, Gamma-centred
self-consistency stop: 5e-08 eV per atom in the density residual
occupations: fixed
spin: none
net charge: -1 e, with a uniform compensating background and no finite-size correction

Cell vectors (angstrom)
a  10.938  0  0
b  0  10.938  0
c  0  0  32.1988

Atoms and the computed forces on them: element, x, y, z (angstrom), force x, y, z (eV/angstrom)
Si  10.5834  0.2248  24.8769  0.0053  -0.0097  -0.0197
Si  5.7383  10.6752  24.7505  -0.001  0.0059  -0.0218
Si  2.4816  2.9149  24.6542  0.0085  -0.0048  -0.0195
Si  8.4252  2.4644  24.8383  -0.0037  0.004  -0.0259
Si  0.2782  5.1644  24.7654  -0.0033  0.0053  -0.0225
Si  5.148  5.7474  24.7046  0.0041  -0.0064  -0.018
Si  2.9304  8.0056  24.6081  -0.006  0.0041  -0.0159
Si  7.9373  8.4325  24.7477  0.0058  -0.0016  -0.0206
Si  1.3283  1.3818  26.0476  0.0008  -0.0021  -0.0049
Si  6.8435  1.3081  26.1308  -0.0062  0.0025  -0.0056
Si  4.044  4.103  26.01  -0.0027  0.002  -0.0023
Si  9.6085  4.0591  26.096  -0.0032  0.0022  -0.0032
Si  1.396  6.8257  26.0144  0.001  -0.0015  -0.0018
Si  6.7634  6.85  26.0391  -0.0006  0.0008  -0.002
Si  4.101  9.5333  26.0076  0.0006  -0.0004  -0.0002
Si  9.4644  9.5673  26.1624  0.0036  -0.0026  -0.0093
Si  2.7275  -0.0083  27.3588  0  -0.0005  0.0036
Si  8.1572  -0.0211  27.5745  0.0007  -0.0012  0.0003
Si  0.0095  2.7166  27.504  0.003  0.0018  0.0017
Si  5.4423  2.7385  27.3891  -0.0007  0.0025  0.0017
Si  2.7243  5.4666  27.4528  0.0017  0  0
Si  8.1827  5.468  27.3681  -0.0007  0.0011  0.0038
Si  -0.0071  8.1792  27.3928  0  0.0011  0.0014
Si  5.4361  8.1973  27.4657  -0.0012  -0.0002  -0.0013
Si  4.0789  1.3581  28.7678  0.0019  -0.0012  -0.0084
Si  9.5772  1.3537  28.8644  0.0026  0.0006  0.0114
Si  1.3624  4.1059  28.8399  -0.0012  0.0063  0.0048
Si  6.8329  4.0998  28.766  -0.0018  -0.0012  -0.0079
Si  4.0953  6.8194  28.8318  -0.0007  0.0015  0.0001
Si  9.551  6.8191  28.7672  0.003  -0.0024  -0.0048
Si  1.3683  9.5652  28.7552  0.0018  0.0001  -0.0062
Si  6.7837  9.5423  28.8788  -0.0101  0.0002  0.0117
Si  0.0234  -0.0245  30.1824  -0.0031  0.0014  -0.0006
Si  5.4252  0.0032  30.1938  0.0014  -0.0067  0.0008
Si  2.7397  2.7241  30.1772  -0.0051  0.0023  -0.0006
Si  8.1995  2.7482  30.1751  0.0041  0.0035  0.0025
Si  -0.0302  5.4694  30.1729  0.0034  -0.0072  0.0038
Si  5.4805  5.4515  30.1767  -0.0002  0.0043  -0.0008
Si  2.7219  8.2163  30.162  0.0046  -0.0022  0.0049
Si  8.2025  8.1726  30.1822  -0.0032  0.0021  -0.0013
Si  1.3805  1.3525  31.5579  0.0013  0.001  -0.0016
Si  6.8213  1.3798  31.5233  0.0017  -0.0036  -0.0008
Si  4.1121  4.0875  31.5476  0.0014  -0.0004  -0.0061
Si  9.5693  4.0974  31.5702  -0.0008  0.0006  -0.0035
Si  1.348  6.8496  31.5121  -0.0039  0.0014  0.0037
Si  6.8471  6.8098  31.564  -0.0011  -0.0008  -0.0023
Si  4.0795  9.5651  31.5762  0.0023  0.0027  -0.0057
Si  9.5785  9.5504  31.5369  0.0022  0.0016  0.0011
Si  2.7435  0.0135  0.7628  0.0016  0.0036  0.0038
Si  8.1991  0.0035  0.672  -0.0026  -0.0012  0.0092
Si  0.025  2.7302  0.7372  -0.0011  0.0128  0.0006
Si  5.4827  2.7267  0.7287  0.0002  0.0016  0.004
Si  2.7255  5.4919  0.6718  -0.0015  0.0008  0.0067
Si  8.1985  5.4453  0.7562  -0.0047  -0.0101  0.0075
Si  0.0057  8.1951  0.7196  0.0064  -0.0054  0.0019
Si  5.4673  8.1789  0.7323  -0.0073  0.0006  0.001
Si  4.113  1.4042  2.1298  0.0101  0.004  0.0019
Si  9.5631  1.3467  2.0651  0.0011  -0.0037  0.0006
Si  1.4306  4.1131  2.0805  0.0024  -0.009  0.0048
Si  6.815  4.0909  2.1313  -0.0126  0.0011  0.0054
Si  4.1166  6.7752  2.0981  0.0031  0.001  0.0036
Si  9.5802  6.8299  2.0892  0.0006  0.0059  -0.0004
Si  1.3816  9.5506  2.0958  -0.0128  0.0043  -0.0008
Si  6.8343  9.5955  2.0587  0.0079  -0.001  0.0006
Si  0.0146  0.0025  3.4244  0.0046  -0.0069  -0.0041
Si  5.4977  0.0168  3.4782  0.0103  0.0032  0.0133
Si  2.9342  2.9401  3.5126  -0.04  0.0035  -0.0305
Si  8.1872  2.681  3.4614  -0.012  -0.0058  0.0054
Si  0.0377  5.4685  3.4393  0.0108  0.0015  -0.0004
Si  5.3338  5.3083  3.5434  0.027  0.0426  -0.0534
Si  2.7749  8.1858  3.4538  -0.0012  -0.0101  0.0062
Si  8.1843  8.2129  3.406  -0.0095  0.0015  -0.0046
Si  1.4345  1.4874  4.6302  -0.0203  -0.0206  0.0031
Si  6.8029  1.3859  4.9289  0.0096  -0.0113  -0.0279
B  4.1657  4.0925  4.7292  0.1418  -0.1389  0.1495
Si  9.5711  4.0812  4.7594  -0.0008  0.0079  0.0058
Si  1.4701  6.7691  4.827  -0.0005  -0.0003  0.0043
Si  6.7412  6.8485  4.7076  -0.001  -0.0093  -0.0024
Si  4.1371  9.5741  4.8418  -0.0058  0.0121  0
Si  9.5664  9.5457  4.8079  0.0101  -0.002  0.0092
Si  2.741  0.1257  6.0261  0.0112  -0.0041  0.0186
Si  8.187  -0.0541  6.2748  -0.0143  0.0054  0.0011
Si  0.0233  2.7078  6.0816  0.0173  0.0087  0.0106
Si  5.3185  2.8815  6.0915  -0.0624  0.0789  -0.0888
Si  2.9984  5.2849  5.941  -0.0936  0.0374  -0.0039
Si  8.1323  5.475  6.0016  -0.001  -0.0034  0.0127
Si  0.0448  8.1466  6.1588  0.0065  -0.0094  -0.0078
Si  5.4958  8.2042  6.2523  0.0073  0.0031  0.0138
Si  3.849  1.6133  7.5279  -0.0148  -0.0012  0.0112
Si  9.843  1.137  7.4465  0.0006  0.0024  0.0126
Si  1.7155  3.8365  7.2485  0.0371  -0.0002  -0.1289
Si  6.5872  4.4033  7.4176  -0.0309  0.0083  0.001
Si  4.3386  6.5568  7.4795  0.0075  -0.0065  0.0151
Si  9.3499  6.91  7.357  0.0105  0.0022  0.013
Si  1.1528  9.9222  7.2689  -0.0024  0.0052  0.006
Si  7.1688  9.194  7.6545  -0.0154  0.0241  0.024
O  8.3431  8.0749  7.9236  -0.0055  -0.019  -0.0045
O  2.6717  2.6939  7.9673  0.0359  -0.0513  -0.0012
O  9.5173  1.3481  24.2719  -0.0007  0.0014  0.0143
O  4.0448  6.8607  24.1269  0.0011  -0.0004  0.0065
O  0.0237  0.0082  7.9443  0.0111  0.0048  -0.0038
O  5.5208  5.5271  8.0421  0.0235  -0.0106  -0.0169
O  6.8508  9.5665  24.2001  -0.0003  -0.0003  0.0109
O  1.3738  4.059  24.1692  -0.0015  0.0005  0.0114
O  3.6539  7.2237  8.8687  0.0069  -0.0135  -0.0347
O  1.1399  4.6694  8.5258  0.0054  -0.0442  0.0297
O  9.7814  6.0187  8.6982  0.0134  -0.0005  -0.0247
O  2.17  9.4337  8.4718  0.0037  -0.0052  -0.0236
O  7.4305  3.8568  8.7405  -0.0182  0.0126  -0.0491
O  4.3397  0.9552  8.9908  -0.0219  0.021  -0.0611
O  6.7357  9.5266  9.2168  0.0049  -0.0067  -0.065
O  9.2434  1.8672  8.8094  0.0169  -0.0048  -0.0339
O  7.7167  3.152  23.5208  0.018  -0.0142  0.0374
O  10.5066  5.8384  23.4445  0.013  -0.0151  0.0348
O  5.0948  0.4247  23.3989  0.0115  -0.0159  0.0353
O  5.8537  5.0858  23.3668  -0.0106  0.0148  0.0303
O  3.1109  2.2073  23.2813  -0.0155  0.0111  0.0313
O  2.2899  8.7186  23.2316  0.0144  -0.0106  0.0296
O  8.6163  7.7444  23.4034  -0.0159  0.0124  0.032
O  0.2267  10.3456  23.5878  -0.0129  0.019  0.0356
Si  4.3954  1.5682  22.4801  -0.0012  -0.0019  -0.0584
Si  3.4938  7.9254  14.0182  0.0015  -0.0003  0.0356
Si  7.1159  0.9674  14.6366  -0.0042  -0.0036  0.0285
Si  0.9379  9.3561  22.5334  -0.0009  0.0041  -0.0578
Si  1.1692  4.2962  11.8303  0.0148  -0.0269  0.062
Si  6.272  8.9711  15.2943  -0.0013  0.0038  0.0149
Si  0.6591  1.3666  12.2972  -0.0037  -0.0087  0.0354
Si  8.6204  4.9543  20.5159  0.0085  -0.0095  -0.0332
Si  0.3181  5.7799  9.3294  -0.0706  0.0751  0.0851
Si  5.0972  3.1209  17.9166  0.0039  0.0025  0.0062
Si  0.8791  3.7477  16.7306  0.0101  0  0.0115
Si  10.3925  2.8438  19.2157  0.001  -0.0038  -0.0107
Si  5.2925  1.1674  10.3084  0.0111  0.0015  0.0872
Si  0.8855  0.1765  19.8489  -0.0078  0.0118  -0.0245
Si  6.635  9.4529  10.8429  0.0203  -0.0215  0.069
Si  9.3415  9.684  18.3099  -0.0051  -0.0048  0.0018
Si  9.3988  9.243  12.5413  0.0079  -0.006  0.0407
Si  6.5726  3.8444  22.6001  -0.0016  0.0016  -0.0541
Si  2.3782  8.1091  9.3706  -0.0287  0.0399  0.0789
Si  10.5956  7.3716  17.0706  0.0024  -0.0023  0.005
Si  2.5148  6.2951  16.5735  0.0006  -0.002  0.017
Si  10.1808  4.4969  14.1561  -0.0108  0.0074  0.0317
Si  6.1419  9.1931  18.4955  0.0023  -0.004  0.0066
Si  7.9743  2.5663  9.5506  0.0071  -0.0153  0.0915
Si  8.8639  2.1697  12.4166  0.0094  -0.0162  0.0585
Si  5.3471  6.2471  18.0509  -0.0023  0.002  0.0043
Si  3.9263  0.5641  19.4681  0.005  -0.0057  -0.0292
Si  4.2696  3.8229  12.0106  -0.0023  0.0173  0.0463
Si  5.5442  6.5902  12.1206  -0.0026  -0.0064  0.0388
Si  8.0136  2.5004  17.1983  -0.0019  0.0032  0.0066
Si  4.3505  2.4761  14.9403  0.0023  -0.0126  0.0298
Si  1.5269  1.2169  15.2452  0.0069  -0.0078  0.0247
Si  1.591  9.42  12.0304  -0.0191  0.0185  0.0569
Si  8.0566  6.8517  13.8422  0.0041  0.0037  0.0232
Si  10.3793  9.8347  15.4674  0.004  -0.0069  0.0226
Si  9.8075  7.0095  22.5661  0.0013  -0.0024  -0.0524
Si  8.1181  5.4851  17.4095  -0.0028  0.0031  -0.0059
O  6.0409  7.9479  11.284  0.0044  0.0227  -0.0233
O  6.0311  9.2131  16.8774  0.0002  -0.0009  -0.0089
O  7.6583  1.3935  13.1679  0.0121  0.0102  -0.0258
O  0.8611  1.7589  13.8707  -0.0097  0.0033  -0.0312
O  9.4413  6.2505  16.8849  -0.0016  -0.0019  -0.0008
O  6.7686  6.1941  13.1191  -0.0186  -0.0003  -0.0192
O  5.1375  4.659  18.5855  0.0003  -0.0029  -0.0011
O  9.2213  2.1462  18.2626  0.0037  0.0004  0.0023
O  2.3694  0.1017  19.0837  -0.0026  -0.0004  0.0072
O  9.4084  10.2313  16.7483  0.0019  0.0018  -0.0042
O  2.7804  4.4286  11.686  0.0017  -0.0002  -0.0128
O  5.0676  10.3276  19.0913  -0.006  0.0067  0.0035
O  9.4111  3.2498  13.4816  -0.009  -0.0175  -0.0208
O  0.4524  1.7672  19.9474  0.0024  -0.0028  0.0035
O  3.1401  1.3617  15.0435  0.0004  0.0039  -0.0054
O  8.1594  5.3843  19.0248  0.004  -0.0028  0.0187
O  3.8979  6.6019  17.3854  -0.0029  0  -0.0046
O  4.563  3.2812  16.3644  -0.003  -0.0019  -0.0115
O  9.0697  5.675  14.3091  -0.0016  0.0018  -0.0041
O  5.4595  2.7534  22.1379  0.0021  0.002  0.0161
O  10.6893  4.1561  15.6538  -0.0116  0.0018  -0.0152
O  0.3228  3.8679  18.2628  -0.0032  -0.0018  0.0024
O  10.4292  10.5193  19.2031  0.0091  0.0032  0.0058
O  9.647  10.0188  14.0099  -0.0069  -0.0028  -0.0275
O  10.8978  8.1254  22.095  -0.0017  -0.0019  0.0154
O  1.1918  2.1637  16.525  0.0001  -0.0034  -0.0064
O  9.7216  3.7465  20.4021  -0.0077  0.0091  0.0098
O  8.1464  4.0343  16.6813  0.0025  -0.0007  -0.0005
O  -0.0251  9.105  11.8921  0.0155  -0.0026  -0.0125
O  6.5799  2.4123  17.9764  -0.0007  -0.0009  -0.0016
O  5.5523  10.6936  11.1725  -0.0079  0.0181  -0.023
O  7.752  9.6007  18.8302  0.0013  0.0006  -0.0017
O  10.0094  1.0322  12.0546  -0.0028  0.0019  -0.0073
O  1.027  7.2307  9.2726  0.0258  0.0056  -0.0418
O  0.6166  4.7703  13.3039  0.0203  0.0026  -0.026
O  5.712  7.6294  18.9629  0.0006  0.001  -0.0022
O  5.2337  5.0759  11.5094  0.0005  -0.0105  -0.0103
O  2.721  6.9836  15.1142  0.0053  0.0076  -0.0173
O  0.9169  2.7225  11.4525  0.0012  0.0108  -0.0197
O  0.8574  10.6859  15.5425  0.0007  0.0043  -0.0062
O  2.4869  8.6652  10.9035  0.0171  -0.0299  -0.0661
O  4.6959  2.4196  11.2386  0.0118  -0.0337  -0.0314
O  4.2473  3.4928  13.6497  -0.0005  0.0135  -0.0391
O  2.1998  4.6868  16.4948  0.0014  -0.0005  -0.0041
O  10.7056  8.2484  15.6898  -0.0011  0.0049  -0.0059
O  6.9354  10.2977  14.6462  0.0027  0.0027  -0.0052
O  2.3383  8.9403  13.4249  -0.0119  0.0065  -0.0243
O  8.0368  1.5299  15.8809  -0.0026  -0.0051  -0.0116
O  4.1349  6.9799  12.8598  0.0154  -0.0102  -0.0204
O  4.1785  2.0137  18.7132  -0.0037  -0.0054  0.0054
O  7.2876  4.4209  21.2663  -0.0168  -0.0084  0.0277
O  8.421  2.9703  11.0761  -0.015  0.0076  -0.0609
O  1.1872  6.8753  17.3573  0.0006  0.0001  -0.0034
O  5.6439  1.5622  14.7661  0.0006  0.0022  -0.0055
O  8.1222  9.748  11.5859  -0.0301  0.0051  -0.0278
O  9.21  6.283  21.2399  0.0094  0.0167  0.0264
O  8.9764  7.709  12.8368  0.0045  0.0096  -0.0119
O  1.6498  0.1286  11.9125  0.007  -0.0028  -0.0128
O  6.6558  6.1513  17.0515  0.0032  -0.0005  -0.0011
O  7.3998  7.8065  15.0149  0.0053  -0.0091  -0.0095
O  1.2044  10.2922  21.2244  0.0008  -0.0202  0.0358
O  10.0323  8.2051  18.3463  -0.0003  0.0014  -0.0007
O  3.959  0.8578  21.0785  0.006  0.0127  0.0406
O  0.2898  5.2569  10.8632  -0.0329  0.0309  -0.0247
O  6.7637  1.5055  9.7052  0.0079  0.012  -0.028
O  4.7786  8.7099  14.6734  -0.0084  -0.0055  -0.0089

Results
free energy: -135250.515 eV
free energy less fixed offsets of B -154.04, O -568.88, Si -635.61 eV per atom: 3.245 eV

The program warned: the cutoff lies below the one the program advises for these potential files; the forces do not sum to zero within the program's tolerance; the exchange-correlation potential is rough where the density is thin.
